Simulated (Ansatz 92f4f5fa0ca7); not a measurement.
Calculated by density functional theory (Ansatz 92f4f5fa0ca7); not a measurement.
Periodic cell of 208 atoms, Si128O80, from a study of silicon, its oxide and their interface. The atomic structure is a simulated model.
Doubt: the cutoff is far below the 930 eV that the study's wrapper takes by default for these files, so forces and energies are approximate.
This geometry differs little from another in the collection (a relaxation step or a small displacement).

Settings: functional PBE; potential files Ansatz PAW; basis plane waves; wave-function cutoff 580 eV; density cutoff ratio 5; exchange-correlation grid ratio 1; k mesh 1 x 1 x 1, Gamma-centred; self-consistency stop 5e-08 eV per atom in the density residual; occupations fixed; spin none; net charge 0.

Cell vectors (angstrom)
a	10.938	0	0
b	0	10.938	0
c	2.8891	4.7089	30.2845

Atoms and the computed forces on them: element, x, y, z (angstrom), force x, y, z (eV/angstrom)
Si	4.1415	3.6984	22.7198	0.0076	-0.0355	0.0433
Si	6.8182	6.332	22.7792	0.0287	-0.0269	0.0277
Si	4.4817	8.4614	22.7679	-0.0069	0.0634	0.069
Si	7.169	0.4137	22.9056	-0.0203	0.0123	0.0368
Si	-1.0274	2.975	22.8729	-0.0003	0.0355	0.0555
Si	1.7935	5.8738	22.7246	-0.0274	0.0053	0.0553
Si	9.4727	9.1904	22.9329	-0.0084	-0.0269	0.0581
Si	1.2436	0.8017	22.8593	0.0226	-0.0032	0.0324
Si	5.6674	4.7697	24.1412	0.0123	-0.0123	-0.0111
Si	8.3636	7.4889	24.127	0.0288	-0.0002	-0.0058
Si	5.5795	-0.8187	24.1039	-0.0188	-0.0097	-0.0149
Si	8.3443	1.9329	24.2501	0.0021	0.0165	-0.017
Si	0.1486	4.7082	24.0161	-0.0144	-0.0167	-0.0006
Si	2.9015	7.3995	24.1414	-0.0125	0.0114	-0.0137
Si	11.0803	10.2358	24.2673	0.0125	0.0026	-0.0117
Si	2.9587	2.0024	23.9842	0.0042	-0.0233	0.0153
Si	4.2639	6.0694	25.5327	-0.0041	-0.0026	0.0173
Si	6.9766	8.8131	25.5123	-0.0013	0.0024	0.0156
Si	4.2405	0.6081	25.4455	-0.0018	0.0111	-0.0076
Si	6.9826	3.3624	25.5111	-0.0106	-0.0028	0.0113
Si	9.7357	6.0661	25.45	-0.0056	0.0095	-0.0034
Si	12.476	8.7974	25.5001	0.0004	-0.0058	0.0092
Si	9.708	11.5507	25.6068	-0.0085	-0.016	0.0216
Si	1.5459	3.3446	25.4329	0.0042	0.0156	-0.0029
Si	2.8891	4.7089	26.8663	-0.0984	-0.2045	-0.0104
Si	5.6236	7.4434	26.8663	0.0062	0.0427	0.2434
Si	2.8891	-0.7601	26.8663	0.0518	0.0942	-0.1377
Si	5.6236	1.9744	26.8663	-0.1502	-0.0859	-0.218
Si	8.3581	4.7089	26.8663	0.1205	0.1456	-0.0905
Si	11.0926	7.4434	26.8663	-0.0123	-0.1573	-0.1845
Si	8.3581	10.1779	26.8663	-0.2958	-0.2428	0.5111
Si	11.0926	1.9744	26.8663	0.3392	0.3638	0.1222
Si	1.3673	-1.3673	3.418	-0.1941	-0.0449	-0.042
Si	4.1018	1.3673	3.418	0.1306	0.2046	-0.2136
Si	1.3673	4.1018	3.418	0.0335	-0.0819	0.1798
Si	4.1018	-4.1018	3.418	0.2477	0.0527	-0.2626
Si	6.8362	-1.3673	3.418	-0.0607	0.0231	0.246
Si	-1.3673	1.3673	3.418	-0.0478	-0.0931	0.0232
Si	6.8362	4.1018	3.418	0.0501	0.0848	0.166
Si	-1.3673	-4.1018	3.418	-0.0348	-0.1584	-0.3791
Si	2.7005	0.0541	4.7375	-0.0001	0.031	-0.0068
Si	5.5109	2.6938	4.7997	-0.0325	-0.0179	-0.0323
Si	2.8037	5.4528	4.7607	0.0118	-0.0016	-0.0294
Si	5.4563	-2.7463	4.805	-0.0079	0.0053	0.0118
Si	-2.729	0.0014	4.8146	-0.0087	0.0007	-0.0136
Si	-0.0239	2.7251	4.799	-0.0213	0.0132	-0.0258
Si	8.1915	5.5223	4.7932	-0.0062	0.0108	-0.0174
Si	-0.0052	-2.7891	4.7644	0.0067	-0.0152	-0.0299
Si	1.3145	1.3191	6.1726	-0.0303	-0.0941	0.0404
Si	4.1558	4.0706	6.1408	0.0237	0.0285	0.0312
Si	1.4505	-4.1028	6.0882	0.0079	0.018	0.0118
Si	4.0821	-1.2682	6.0605	0.0122	-0.0238	-0.0318
Si	-4.0441	1.4001	6.2543	0.0258	-0.0003	-0.0164
Si	-1.3865	4.1505	6.1371	0.0244	-0.0096	0.0064
Si	6.8228	-4.1071	6.241	-0.0142	0.008	0.0246
Si	-1.4502	-1.5118	6.1253	-0.0292	0.0044	0.0416
Si	0.1011	-0.3612	7.3775	0.0167	0.0901	-0.0881
Si	2.555	2.9047	7.3977	0.0236	-0.0165	-0.0098
Si	0.3323	-5.7303	7.3366	-0.0273	-0.0036	-0.0235
Si	2.5167	-2.403	7.3581	0.0248	-0.0555	-0.0213
Si	5.6086	-0.1577	7.4797	0.03	-0.0332	0.0173
Si	-2.866	3.0225	7.5806	0.0116	-0.0205	0.0116
Si	5.7382	5.1851	7.5373	-0.0526	0.0328	-0.0715
Si	-3.0851	-2.4711	7.6443	0.019	-0.0201	-0.1249
Si	4.2564	3.3417	28.2335	-0.0806	-0.033	-0.0169
Si	6.9909	6.0762	28.2335	0.0146	0.0483	-0.0027
Si	4.2564	-2.1273	28.2335	0.0687	0.0191	-0.0047
Si	6.9909	0.6072	28.2335	0.0007	-0.07	0.0012
Si	9.7254	3.3417	28.2335	0.0981	0.0754	-0.0097
Si	12.4599	6.0762	28.2335	-0.0088	-0.0392	-0.0238
Si	9.7254	8.8107	28.2335	-0.0926	-0.019	-0.004
Si	1.5219	0.6072	28.2335	0.0071	0.0233	-0.0195
Si	5.6236	4.7089	29.6008	0.0212	-0.0185	-0.0285
Si	8.3581	7.4434	29.6008	0.0157	-0.0338	-0.0019
Si	5.6236	-0.7601	29.6008	-0.0122	0.0393	-0.0115
Si	8.3581	1.9744	29.6008	-0.0225	-0.0145	-0.029
Si	11.0926	4.7089	29.6008	-0.0171	0.0149	-0.0058
Si	2.8891	7.4434	29.6008	-0.024	0.02	-0.032
Si	0.1546	-0.7601	29.6008	0.0157	0.0248	-0.0232
Si	2.8891	1.9744	29.6008	0.0263	-0.0204	-0.0067
Si	1.3673	1.3673	0.6835	0.0147	-0.0177	0.0216
Si	4.1018	4.1018	0.6835	-0.0261	0.0405	0.0011
Si	1.3673	-4.1018	0.6835	0.0012	-0.0199	0.0299
Si	4.1018	-1.3673	0.6835	0.0059	0.022	0.0158
Si	6.8362	1.3673	0.6835	-0.0108	0.0107	0.0369
Si	-1.3673	4.1018	0.6835	0.0464	-0.0381	0.0137
Si	6.8362	-4.1018	0.6835	0.0009	-0.0385	0.0255
Si	9.5708	-1.3673	0.6835	-0.0219	0.016	0.0055
Si	0	0	2.0507	-0.0279	-0.0353	0.0026
Si	2.7345	2.7345	2.0507	0.0801	0.0483	-0.0049
Si	0	-5.469	2.0507	-0.0745	-0.0034	0.0114
Si	2.7345	-2.7345	2.0507	0.0013	-0.0231	0.0187
Si	5.469	0	2.0507	-0.0652	-0.0509	0.0199
Si	8.2035	2.7345	2.0507	0.0183	0.0202	0.0254
Si	5.469	5.469	2.0507	-0.0113	0.0398	-0.0039
Si	8.2035	-2.7345	2.0507	0.0647	0.0262	0.0168
Si	3.5016	6.192	15.6892	-0.0043	-0.0023	-0.0013
Si	-1.2085	1.3064	9.7034	-0.0132	0.0035	0.0061
Si	1.1354	-0.704	18.3126	0.0126	-0.0073	-0.006
Si	4.2703	4.5238	13.3186	0.0009	-0.0005	0.0021
Si	0.4473	6.2125	20.0183	0.0028	0.007	0.001
Si	7.7311	0.1102	11.9035	0.0181	0.0119	0.0046
Si	3.7739	1.1772	9.7054	0.0004	0.0085	0.0153
Si	4.8873	3.5238	19.6264	0.0086	-0.0056	0.0038
Si	2.335	4.5035	18.0695	-0.0088	0.0096	-0.0024
Si	3.8848	-4.1478	9.5461	0.0154	-0.011	0.0077
Si	10.0535	8.9353	19.9392	0.0144	-0.0183	-0.0056
Si	7.4837	1.4791	16.6726	0.0017	-0.0012	-0.013
Si	2.1513	1.6669	16.5585	-0.0098	-0.0054	-0.0016
Si	0.9601	-3.8063	14.1683	-0.0105	0.0044	-0.0066
Si	10.3877	8.6155	16.2762	0.0057	0.0008	-0.0071
Si	5.5349	-3.8271	12.1074	-0.0062	0.008	-0.0078
Si	7.2892	9.8336	18.6487	-0.0013	0.0016	-0.0093
Si	5.0679	1.649	12.5592	-0.0072	-0.0029	-0.0089
Si	7.6136	7.4784	16.8884	-0.0016	-0.0032	-0.008
Si	9.248	0.1676	14.5508	-0.0098	-0.0061	-0.0107
Si	1.0104	-4.9676	10.0427	0.0113	0.0166	0.0055
Si	8.0204	-2.6668	10.7884	0.0027	-0.0035	0.0055
Si	5.5482	0.7625	20.2919	-0.0059	0.0114	-0.0044
Si	4.8098	0.4407	15.3447	0.0094	0.013	-0.0057
Si	1.2334	0.4684	10.9884	-0.0063	0.0016	-0.0008
Si	5.5818	8.2908	14.9909	-0.0003	-0.0018	-0.0062
Si	0.8465	1.6612	13.6165	0.0011	-0.0054	0.0035
Si	7.312	4.4569	18.0379	0.0045	0.0019	0.0051
Si	1.1854	4.5179	12.5821	-0.0061	0.001	0.012
Si	2.9544	-0.7023	20.7232	-0.0031	0.0015	-0.0024
Si	0.1175	-2.4222	11.6141	0.0022	-0.0033	0.0012
Si	8.7253	4.7754	20.7603	-0.0028	0.0018	0.0002
O	1.2744	-1.4303	7.8794	-0.0197	0.0228	0.0454
O	4.9263	3.5559	21.2638	0.018	0	-0.0531
O	3.4359	-2.8727	8.6414	0.009	-0.0076	0.0015
O	2.8725	4.6805	22.389	0.0111	0.0261	-0.024
O	7.5166	3.0405	17.2144	-0.0004	-0.0126	0.0037
O	5.6486	7.3931	22.2553	0.0032	-0.0091	-0.0318
O	11.0636	1.9108	22.325	-0.0027	-0.0084	-0.0402
O	6.7086	-1.3108	7.9051	-0.016	0.0185	0.019
O	0.3872	-0.9099	11.1139	-0.0032	-0.0158	-0.0059
O	10.8176	7.5932	19.3342	-0.007	0.0128	0.0114
O	6.1029	1.2859	15.8419	-0.0124	-0.0119	0.0028
O	4.9495	0.3915	8.8969	-0.0144	0.0105	0.0014
O	1.0765	5.1865	18.8898	0.0146	-0.0198	-0.0025
O	6.5502	1.1845	12.1224	-0.0071	0.0039	-0.0074
O	-1.4854	-2.7269	11.5767	0.0186	0.0015	-0.0081
O	6.5348	1.1089	21.5459	-0.0118	0.0052	-0.0243
O	7.6924	0.2363	17.7566	-0.0009	0.0161	-0.0026
O	7.0215	-3.7924	11.4271	-0.009	-0.0044	-0.0012
O	5.0899	-5.023	8.8709	-0.0196	0.0175	0.0306
O	1.5006	6.536	21.2322	-0.0157	0.01	-0.0423
O	5.443	2.0185	19.2445	0.0019	0.0045	0.0084
O	2.4765	9.8569	19.1964	-0.0163	-0.0002	-0.0125
O	4.2467	1.709	11.1603	0.0119	0.0065	0.0172
O	1.3613	3.9807	7.7504	-0.0176	0.0154	0.0198
O	10.1379	5.5533	20.8194	0.008	0.0057	0.007
O	-0.894	0.1163	8.6172	-0.0161	0.0102	0.0315
O	2.5045	0.1923	10.0066	-0.0043	0.0029	-0.0091
O	0.7402	9.157	17.1362	-0.0095	-0.004	0.0012
O	1.6885	-0.1427	21.5812	0.0063	-0.0138	-0.0132
O	2.0218	3.2094	17.1066	-0.0035	-0.0099	0.0015
O	8.445	4.4484	19.202	-0.0143	-0.0041	-0.0171
O	6.8816	4.0887	8.0677	0.0174	-0.0156	0.0235
O	-2.657	-2.9269	9.1828	0.0006	0.0039	0.0849
O	5.8598	4.534	18.7931	0.0086	0.0019	-0.0014
O	-0.5294	0.8396	13.6633	-0.0058	0.0014	-0.0025
O	10.1847	8.6953	21.5409	0.0118	-0.0055	-0.0349
O	0.2707	1.6485	10.3378	0.0129	-0.0067	-0.0031
O	3.6732	8.9443	21.4089	-0.0202	0.007	-0.0305
O	8.9582	3.3943	21.5875	-0.0153	-0.0011	-0.0226
O	0.8902	-3.4732	10.6592	-0.0191	-0.0018	-0.0063
O	5.3881	-2.7817	13.3664	-0.0005	0.0067	0.0118
O	2.5939	-5.1395	9.6586	-0.0259	0.0024	-0.0082
O	4.0187	0.5295	20.7888	0.0103	-0.0001	0.009
O	8.6902	1.3013	15.5826	-0.0036	-0.0031	0.0048
O	9.8017	9.8375	15.3876	-0.0029	0.0058	-0.0004
O	0.759	-2.5795	13.1105	0.0043	-0.0173	0.013
O	3.2681	2.443	8.8108	0.0046	-0.0103	0.005
O	4.7349	7.2179	15.8909	0.0002	0.0012	0.0042
O	-0.0438	-5.0591	8.7991	0.0141	0.0072	0.0242
O	6.75	8.502	17.8521	-0.0015	-0.0108	0.0043
O	1.3213	0.7591	17.628	0.0101	0.0197	-0.0046
O	4.3964	-3.5258	10.9679	0.0191	0.0057	0.0183
O	10.826	-0.6821	19.3616	-0.0014	0.0052	0.0058
O	2.9185	5.7088	17.1273	0.0056	0.0077	-0.0032
O	7.5301	5.6666	21.4359	0.0094	-0.0133	-0.0169
O	4.4799	0.6949	13.7562	-0.001	-0.0051	0.0132
O	3.9947	4.8472	14.8971	-0.0025	0.0024	0.0028
O	8.4985	9.246	19.5763	-0.0158	0.0104	0.005
O	6.0494	-0.6061	19.5777	0.0122	-0.0151	0.0045
O	8.1874	-0.3379	13.4149	0.0118	0.0033	0.0171
O	7.1357	7.8864	15.3654	-0.0024	0.0012	-0.0024
O	3.381	3.9192	19.1738	-0.01	0.0076	0.0066
O	3.6214	0.9703	16.3491	-0.0013	-0.0003	0.0013
O	5.0772	3.1343	13.2019	-0.0035	0.0127	-0.0042
O	0.6383	4.7748	11.0754	-0.0003	-0.0004	0.0015
O	7.2843	-1.2306	11.0863	-0.001	0.0029	-0.0116
O	8.335	-0.6565	22.4393	-0.0064	-0.0032	-0.0231
O	-2.0105	2.5006	8.9144	0.0174	-0.0109	0.0095
O	-2.0976	0.8402	10.9724	-0.0222	-0.0119	0.0096
O	0.5247	3.1805	13.1799	0.0018	0.0023	-0.0061
O	10.876	7.36	15.3885	0.0064	-0.0021	-0.0056
O	9.1626	7.9547	17.1244	-0.0015	0.0005	0.007
O	2.4714	7.0549	14.7559	0.0009	0.0016	0.0026
O	1.7615	0.9569	12.4585	0.0008	0.0089	0.0101
O	0.5937	-5.2261	13.5022	0.0039	0.0134	0.0017
O	1.5204	1.6464	15.0727	0.0007	-0.0002	0.0074
O	2.8205	4.4678	12.5643	0.0083	0.0011	-0.0039
O	7.4538	5.8586	17.1699	-0.0013	0.017	0.0014
O	5.2709	-5.323	12.6668	-0.0062	-0.0127	0.0007
O	5.1147	9.7786	15.4779	0.0018	-0.0004	0.0048

Results
free energy: -126870.980 eV
free energy less fixed offsets of O -568.88, Si -635.61 eV per atom: -2.500 eV

The program warned: the cutoff lies below the one the program advises for these potential files; the exchange-correlation potential is rough where the density is thin.
